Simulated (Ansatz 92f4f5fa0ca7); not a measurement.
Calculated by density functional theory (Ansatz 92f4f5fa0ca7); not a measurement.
Periodic cell of 189 atoms, Si117O72, from a study of silicon, its oxide and their interface. The atomic structure is a simulated model.

Settings
functional: r2SCAN
potential files: Ansatz norm-conserving
basis: plane waves
wave-function cutoff: 1300 eV
density cutoff ratio: 4
exchange-correlation grid ratio: 1
k mesh: 2 x 2 x 1, shifted by 0.5 0.5 0.5 of a step
self-consistency stop: 5e-08 eV per atom in the density residual
occupations: Fermi-Dirac, 0.05 eV
spin: none
net charge: 0

Cell vectors (angstrom)
a 11.5403 0 0
b 0 11.5403 0
c -3.6695 -0.2718 25.1436

Atoms: element, x, y, z (angstrom)
Si -0.716 -1.3132 0.1334
Si -0.8621 4.071 0.3579
Si -0.81 7.1411 0.5904
Si 3.1485 -1.1982 0.1566
Si 3.1084 4.1703 -0.02
Si 3.0393 7.2726 0.5823
Si 6.9329 -0.4604 -0.0836
Si 7.1384 3.7224 0.1832
Si 6.8226 6.8202 0.369
Si 1.194 -0.66 1.4289
Si 1.217 3.5131 1.3729
Si 1.1239 7.1862 1.8627
Si 5.0886 -0.7551 1.4783
Si 5.0228 3.3545 1.2852
Si 4.9962 7.1321 1.7948
Si 8.883 -0.4143 1.3471
Si 8.8772 3.5613 1.7616
Si 8.7321 7.2645 1.7199
Si 1.1951 1.4321 2.6687
Si 1.1756 5.2086 3.027
Si 1.1756 9.1664 3.0231
Si 5.0031 1.3461 2.6911
Si 5.0116 5.1451 2.9696
Si 5.0795 9.0753 3.0382
Si 8.9396 1.4574 2.8272
Si 8.7978 5.3985 3.1348
Si 8.7811 9.258 2.8909
Si -0.6807 1.4192 4.1725
Si -0.7579 5.3184 4.3797
Si -0.8139 9.1628 4.2598
Si 3.0937 1.3917 4.1287
Si 3.1101 5.2285 4.3537
Si 3.1187 9.1143 4.333
Si 6.9426 1.4054 4.154
Si 6.8716 5.2791 4.4195
Si 6.9706 9.1478 4.3685
Si -0.7466 -0.4835 5.6178
Si -0.7473 3.3192 5.5948
Si -0.7636 7.2799 5.6742
Si 3.0913 -0.4828 5.6238
Si 3.0961 3.2643 5.6153
Si 3.1024 7.1958 5.6775
Si 6.9446 -0.4661 5.6633
Si 6.9442 3.2831 5.6221
Si 6.9314 7.2399 5.7207
Si 1.1628 -0.5213 6.9978
Si 1.1566 3.3173 6.9613
Si 1.1682 7.2564 7.0177
Si 5.0039 -0.5204 7.0065
Si 5.0226 3.2898 6.977
Si 5.0068 7.2266 7.0601
Si 8.8863 -0.5269 7.0179
Si 8.885 3.3232 6.9659
Si 8.8687 7.2695 7.06
Si 1.1165 1.404 8.3144
Si 1.1337 5.2851 8.2724
Si 1.1962 9.1347 8.4693
Si 5.0435 1.3856 8.3376
Si 5.0573 5.2445 8.3123
Si 4.9446 9.1316 8.4612
Si 8.8902 1.4034 8.3094
Si 8.9077 5.2886 8.2967
Si 8.8721 9.139 8.5362
Si 10.759 1.4575 9.7083
Si 10.7983 5.3783 9.6834
Si 10.8863 9.1073 9.9619
Si 3.0697 1.3394 9.5904
Si 3.0707 5.2921 9.5754
Si 3.0663 9.0945 9.9475
Si 6.9917 1.3843 9.6578
Si 7.0124 5.2255 9.6608
Si 6.8293 9.1433 9.8741
Si 10.8063 -0.3659 11.2155
Si 10.7861 3.4609 10.9311
Si 10.8678 7.0757 11.391
Si 3.066 -0.3632 11.1897
Si 3.1102 3.3158 10.7353
Si 3.0268 6.9803 11.1864
Si 6.8832 -0.3769 11.1941
Si 7.041 3.279 10.958
Si 6.8849 7.0788 11.0945
Si 1.1986 0.1596 12.5656
Si 1.2332 3.242 12.0657
Si 1.286 6.2949 12.725
Si 4.948 0.3185 12.437
Si 5.0053 3.3552 12.0468
Si 4.9547 6.4166 12.3796
Si 8.8379 -0.7497 12.5193
Si 8.9635 3.2443 12.3842
Si 8.7553 7.5431 12.4578
Si 1.1186 -0.4905 23.1675
Si 11.0699 6.5224 20.7191
Si 0.482 11.0766 15.4309
Si 7.5826 8.1354 15.0764
Si 4.852 7.5757 15.3284
Si 8.1729 3.6731 15.2444
Si 2.174 6.1905 15.7204
Si 5.5599 11.8486 17.5915
Si 5.9862 3.3436 17.1265
Si 2.8313 3.8192 17.1476
Si 10.2163 3.907 22.1976
Si 1.0548 11.1189 20.1246
Si 6.8192 -0.0261 22.5866
Si 1.5435 6.1168 18.5314
Si 9.4901 2.9226 19.5846
Si 9.9018 9.4789 16.8298
Si 8.9355 7.8336 19.059
Si 5.4185 2.335 23.2868
Si 7.2416 -1.1606 19.8232
Si 2.4015 0.7682 17.6567
Si 7.5895 2.716 21.7044
Si 2.0232 8.164 20.5887
Si 8.3226 5.0377 17.8261
Si 9.7917 11.6451 18.8308
Si 9.5785 1.1506 14.5169
Si 5.5507 10.2498 15.0191
Si 2.9045 8.6514 23.2247
O 1.8897 12.1418 19.188
O 2.4522 7.2008 19.3492
O -0.8417 5.6663 -0.2536
O 6.6121 2.682 24.3513
O 7.8549 1.1941 22.2528
O 0.6669 7.5445 21.2723
O 7.9686 2.6985 20.1256
O 2.2645 4.5516 15.8009
O 3.0591 3.6161 -1.6009
O 4.518 9.1448 15.6391
O 6.4774 7.5898 -1.036
O 9.5005 10.9651 17.3854
O 1.5036 9.4657 23.132
O 6.3922 7.2928 15.8613
O 7.0239 5.3068 -0.2341
O 10.731 5.4062 21.8403
O 6.8062 9.4079 14.3933
O 8.9702 -2.3802 12.6083
O 5.4125 0.7212 22.9978
O 1.2841 1.8092 12.9438
O 1.5708 6.7619 14.3242
O 1.0205 0.1155 21.6617
O 1.234 -0.6926 14.0073
O 4.9577 4.8041 12.9117
O 4.9111 1.9328 12.9445
O 3.7026 6.6943 16.0266
O 1.2879 4.6427 12.9615
O 4.4418 3.771 17.1307
O 8.4736 4.142 13.7155
O 9.5879 1.8538 13.0343
O 2.3427 4.7004 18.4318
O 8.2774 6.5977 18.2391
O 8.7542 4.807 16.2665
O 6.8502 4.372 18.0499
O 5.9934 3.0655 21.9114
O 8.3109 7.1443 14.0122
O 7.6496 3.0506 -1.2705
O 6.1114 1.8305 17.7254
O 9.6751 7.3041 20.3997
O 11.2171 9.7168 15.9006
O 1.2682 6.6616 17.0083
O -0.3275 -0.492 23.9397
O 6.5913 3.4481 15.6103
O -0.4822 -0.5917 -1.3146
O -0.7548 8.5871 -0.2763
O 6.11 10.9016 18.7855
O 9.9641 1.7034 18.6291
O 6.0707 11.2435 16.1835
O 3.9149 9.6502 24.0252
O 6.6293 -1.0369 21.3208
O 11.0956 11.0113 19.5341
O 7.7308 -2.6751 19.452
O 4.811 -0.4731 13.8604
O 8.588 3.8118 22.4136
O 8.8533 2.2104 15.5036
O 2.316 0.2432 24.0391
O 1.5219 11.4212 16.63
O 2.2476 2.3218 17.2354
O 3.9442 11.8364 17.6128
O 8.827 -0.2473 14.1225
O 1.7487 9.6595 20.0292
O 8.5332 -0.1885 19.789
O 3.0672 5.8295 -0.2684
O 3.0066 -2.8326 -0.3039
O 8.6982 8.754 16.0565
O 4.8412 7.3367 13.7255
O 10.1067 8.5377 18.1508
O 9.4471 4.3005 18.7421
O 11.0024 0.7887 15.1952
O 3.2394 8.2209 21.6815
O 0.1516 5.8943 19.3384
O 10.5149 3.0023 20.8551

Results
free energy: -47210.072 eV
free energy less fixed offsets of O -463.61, Si -117.95 eV per atom: -30.002 eV
pressure: -1.62 GPa
stress xx, yy, zz, yz, xz, xy (GPa, positive in tension): 0.84, 2.45, 1.59, -0.06, 0.05, -0.25

Forces (eV/angstrom), in the order of the atoms: element, x, y, z
Si 0.1706 -0.148 -0.5858
Si 0.0624 0.3116 -0.5173
Si 0.0625 -0.0453 -0.899
Si -0.1939 -0.2633 -0.5307
Si -0.1145 0.2176 -0.6858
Si -0.0922 0.0354 -0.8194
Si -0.2245 -0.2224 -0.1364
Si 0.174 0.3362 -0.5293
Si -0.0693 -0.0244 -0.6621
Si 0.0195 -0.1361 -0.2316
Si -0.1004 0.1151 -0.132
Si 0.0376 0.0107 -0.2809
Si 0.0257 0.0583 -0.2784
Si 0.0831 0.1261 0.0104
Si 0.1907 -0.0004 -0.1672
Si 0.1504 -0.0982 -0.2577
Si -0.0181 -0.0786 -0.1835
Si -0.2266 -0.2178 -0.3102
Si -0.0265 -0.0585 -0.1401
Si 0.0456 -0.029 0.2873
Si 0.0112 0.0793 0.3037
Si 0.0386 0.0407 -0.1247
Si 0.0293 -0.2075 -0.0075
Si 0.0151 0.0553 0.1943
Si -0.0242 -0.036 -0.0119
Si -0.1662 0.0753 0.2154
Si -0.1365 0.1936 0.0586
Si -0.021 0.0519 0.0638
Si 0.0428 -0.1493 -0.0703
Si 0.1234 0.1941 -0.049
Si 0.0218 -0.0023 -0.0144
Si -0.0972 -0.1549 -0.0399
Si -0.0639 0.0109 0.0094
Si -0.0104 -0.0294 -0.0636
Si 0.0535 -0.0086 -0.0703
Si 0.0094 0.0467 -0.0457
Si -0.0386 -0.0781 -0.0067
Si -0.0198 -0.015 -0.0306
Si -0.0127 0.044 0.0371
Si 0.0368 0.0395 -0.0244
Si -0.0001 0.0604 -0.0356
Si 0.0489 -0.0372 0.0105
Si -0.0403 -0.0984 -0.0489
Si -0.0061 0.0659 -0.0029
Si -0.038 0.0446 0.0905
Si -0.0401 -0.0376 0.0314
Si -0.0396 -0.0169 -0.0353
Si 0.0395 0.0322 0.0078
Si 0.0044 0.085 -0.0215
Si -0.0133 -0.0501 -0.0276
Si 0.0501 0.0593 0.0575
Si 0.0322 0.0832 0.0586
Si 0.0357 -0.0846 -0.0137
Si -0.0407 -0.0856 0.0545
Si 0.0726 0.0658 0.0353
Si 0.1269 0.1004 -0.0454
Si -0.0949 -0.0966 0.1232
Si -0.0809 -0.1012 0.0017
Si -0.0378 0.0555 0.033
Si 0.0785 -0.044 0.0846
Si 0.0177 0.0199 0.0593
Si -0.0916 0.0377 -0.0085
Si 0.0166 -0.0379 0.2793
Si -0.1813 -0.2017 0.0012
Si 0.0706 0.131 0.0928
Si -0.114 0.112 0.0443
Si 0.0146 -0.0972 -0.3505
Si -0.0591 0.0261 -0.3744
Si 0.054 0.0698 0.1249
Si 0.0015 -0.1984 -0.2153
Si 0.0862 0.1431 -0.1703
Si 0.0923 -0.0058 -0.1461
Si 0.0208 0.0095 0.3349
Si -0.1312 -0.1609 -0.0059
Si -0.0758 -0.0882 0.1088
Si -0.0934 0.0257 0.1439
Si -0.0602 0.0034 0.1876
Si -0.0242 -0.0236 0.0642
Si 0.0681 -0.0068 0.4047
Si 0.2287 0.1151 0.3077
Si -0.1249 0.0133 0.1975
Si 0.0472 0.2389 0.4442
Si 0.205 -0.139 0.8331
Si 0.2209 -0.2313 0.8487
Si -0.0759 0.2256 0.6978
Si -0.0726 -0.0034 1.0344
Si 0.2403 -0.2346 0.6584
Si 0.0808 -0.3991 0.0334
Si -0.2706 0.2197 0.391
Si -0.05 0.1168 0.4429
Si -0.1334 0.1071 -0.2427
Si -0.1417 0.0377 -0.1491
Si 0.0383 -0.1549 0.5586
Si 0.1304 -0.1778 0.4315
Si -0.0184 -0.0397 0.4101
Si -0.2523 0.2211 0.4355
Si -0.1048 -0.2207 0.3911
Si -0.0787 0.1032 0.2582
Si -0.2228 -0.0808 0.2938
Si 0.0524 -0.124 0.0911
Si -0.0619 0.1749 -0.4377
Si 0.0664 -0.0284 -0.3838
Si 0.1313 -0.0552 -0.3979
Si 0.121 0.0258 -0.0239
Si 0.0037 -0.0411 -0.3368
Si 0.12 0.0106 0.231
Si -0.0689 -0.0543 0.0502
Si 0.045 0.1334 -0.307
Si -0.0183 -0.0632 -0.1485
Si 0.1348 0.188 0.1567
Si -0.0226 0.0605 -0.3793
Si 0.0364 -0.0218 -0.2959
Si -0.014 0.2059 0.2458
Si 0.0074 0.0946 0.0394
Si -0.0464 -0.1127 0.4428
Si 0.0109 0.0563 0.3835
Si 0.0659 -0.5187 -0.4552
O -0.1338 -0.1567 -0.0198
O -0.382 0.0066 0.1789
O 0.0348 -0.375 0.8092
O 0.0607 0.2947 0.0804
O -0.2585 0.0472 0.0504
O 0.1217 -0.0129 -0.1716
O 0.2011 0.0243 0.397
O 0.0576 0.3231 0.096
O 0.0637 0.2071 0.6754
O 0.327 -0.0332 -0.3646
O 0.1237 0.2454 0.2501
O 0.0755 -0.1903 -0.065
O 0.1078 0.1397 -0.0343
O -0.0717 0.2816 -0.4812
O -0.1364 -0.0655 0.5756
O -0.0573 -0.1815 0.0155
O -0.1716 -0.094 0.0561
O -0.127 0.044 -0.1439
O 0.1221 0.1271 0.1473
O -0.2095 -0.2294 -0.5858
O -0.0916 -0.1115 -0.7757
O 0.063 -0.299 0.4552
O -0.0578 0.4039 -0.5421
O 0.0746 0.3208 -0.834
O 0.204 -0.2286 -0.8782
O -0.017 0.0882 -0.3741
O -0.1349 0.3724 -0.3795
O -0.0043 -0.0313 -0.0866
O 0.2742 -0.4755 -0.4611
O -0.0667 0.3244 0.1794
O -0.1028 0.1448 -0.307
O 0.1815 -0.1222 -0.0109
O -0.2387 -0.2765 -0.1302
O 0.2002 -0.1072 -0.3448
O 0.1304 -0.4138 0.6397
O 0.0337 0.2174 -0.4436
O -0.091 0.0301 0.5214
O -0.0382 0.0131 -0.2187
O 0.262 -0.1522 -0.0955
O -0.0593 0.3047 -0.1479
O 0.2898 -0.2557 -0.1295
O 0.2383 -0.3563 0.4509
O 0.3427 0.1086 -0.0675
O -0.2354 -0.058 0.2416
O -0.1128 0.3305 0.6974
O 0.1751 0.0873 -0.0448
O -0.1641 -0.0655 0.2404
O -0.0856 -0.2046 -0.3406
O -0.3007 0.3466 0.2814
O 0.0946 0.2844 0.2735
O 0.0666 0.096 0.0273
O 0.1485 0.1881 -0.0251
O 0.197 0.0324 -0.2018
O 0.0696 -0.2665 -0.0601
O 0.1138 -0.1256 -0.338
O 0.3691 -0.3651 0.2009
O -0.2502 -0.0065 -0.3422
O 0.1039 -0.0492 0.0061
O -0.0016 0.0935 -0.1006
O 0.1638 0.1853 -0.5003
O -0.1172 -0.0218 0.2502
O -0.0235 -0.1052 -0.1258
O 0.0679 -0.3588 0.3429
O 0.1805 0.2876 0.7559
O -0.1776 -0.0141 -0.2189
O 0.0196 -0.221 -0.0416
O -0.2118 0.127 -0.1476
O -0.1638 -0.1279 0.0055
O -0.2035 -0.0548 -0.2725
O -0.3252 0.2424 0.4824
O 0.0504 0.2008 0.2295
O -0.2105 0.2067 0.2831
